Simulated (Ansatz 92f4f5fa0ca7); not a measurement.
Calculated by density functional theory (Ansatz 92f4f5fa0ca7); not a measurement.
Periodic cell of 264 atoms, Si152O112, from a study of silicon, its oxide and their interface. The atomic structure is a simulated model.

Settings
functional: r2SCAN
potential files: Ansatz PAW
basis: plane waves
wave-function cutoff: 800 eV
density cutoff ratio: 5
exchange-correlation grid ratio: 1
k mesh: 1 x 1 x 1, shifted by 0.5 0.5 0 of a step
self-consistency stop: 1e-10 eV per atom in the density residual
occupations: fixed
spin: none
net charge: 0

Cell vectors (angstrom)
a 10.888 0 0
b 0 10.888 0
c 0 0 37.1242

Atoms and the computed forces on them: element, x, y, z (angstrom), force x, y, z (eV/angstrom)
Si -0.3061 0.2831 0.061 -0.0486 0.0375 0.2045
Si 2.8675 2.5074 0.1145 0.0222 0.0132 0.1895
Si -0.2209 5.7315 0.0238 0.0179 0.0141 0.2291
Si 3.2248 8.0023 0.0718 -0.0106 -0.0429 0.1787
Si 5.2304 0.3101 0.1811 0.0272 0.0727 0.1708
Si 8.4956 2.6255 -0.0413 0.0041 -0.0397 0.1975
Si 5.2602 5.604 -0.0247 -0.035 -0.0072 0.1916
Si 8.3815 7.9767 0.1533 0.0381 -0.0513 0.1758
Si 1.3085 1.3473 1.4043 0.0038 0.0114 0.0056
Si 4.0434 4.1363 1.3345 -0.0346 0.009 0.0012
Si 1.4576 6.8873 1.2286 0.0131 0.0032 -0.0137
Si 4.2131 9.5415 1.4948 -0.0116 -0.0079 0.0226
Si 6.8943 1.4792 1.3091 -0.0043 -0.0202 -0.0144
Si 9.6111 4.1132 1.3729 0.0175 0.0074 0.0031
Si 6.8024 6.7565 1.3714 0.0168 0.0214 0.0067
Si 9.4805 9.6109 1.4012 -0.0161 0.0108 -0.0016
Si 0.0368 2.7613 2.771 -0.0007 0.0055 0.0432
Si 2.703 -0.0258 2.7442 0.0119 -0.002 0.0405
Si 0.0587 8.2161 2.6473 -0.037 -0.0102 0.0354
Si 2.7102 5.5071 2.6937 0.0195 -0.0196 0.0273
Si 5.4645 2.7849 2.6736 -0.0203 -0.0234 0.0482
Si 8.1411 0.0717 2.7482 0.0029 0.0005 0.0499
Si 5.5398 8.1547 2.8041 -0.0185 0.0069 0.0379
Si 8.1763 5.4155 2.7253 0.0164 -0.0016 0.0453
Si 1.3949 4.1329 4.0955 -0.0064 -0.0119 -0.0122
Si 4.1031 1.3834 4.034 0.0041 -0.0017 -0.0156
Si 1.3584 9.5184 4.1104 0.0139 0.0139 -0.011
Si 4.0905 6.8153 4.0906 0.0034 0.0103 -0.0183
Si 6.8038 4.0866 4.0995 -0.0022 0.0131 -0.0067
Si 9.53 1.3982 4.1022 0.0113 -0.0004 -0.0145
Si 6.8498 9.5614 4.1327 0.0122 -0.0064 -0.0067
Si 9.568 6.8307 4.0164 -0.0084 0.0013 -0.0191
Si -0.0029 0.0101 5.4467 -0.0001 0.0165 0.0228
Si 2.7513 2.7391 5.4226 -0.0153 0.0097 0.0131
Si 0.0001 5.472 5.4317 -0.004 -0.012 0.0166
Si 2.7236 8.1594 5.4602 -0.0036 -0.0021 0.0283
Si 5.4371 0.019 5.4404 -0.0114 -0.0208 0.0203
Si 8.1514 2.7255 5.4667 -0.0123 -0.0046 0.0075
Si 5.4408 5.4456 5.4504 0.0223 0.0079 0.0146
Si 8.2262 8.1774 5.4342 -0.0133 0.0083 0.0151
Si 1.3741 1.3746 6.7806 0.0049 0.0006 0.0073
Si 4.0856 4.0807 6.818 0.0045 -0.0123 0.0053
Si 1.3567 6.803 6.8242 -0.0058 0.0001 0.0069
Si 4.0862 9.5327 6.799 0.0085 0.0154 0.0214
Si 6.7971 1.3561 6.8293 0.0077 0.0073 0.0057
Si 9.5226 4.1006 6.7909 -0.0062 0.0101 0.0165
Si 6.8236 6.8164 6.7736 0.0036 0.0065 0.0122
Si 9.547 9.5333 6.8273 0.0044 -0.0056 0.0066
Si -0.0056 2.7247 8.1375 -0.0102 0.0037 -0.0006
Si 2.7168 -0.0012 8.1487 0.0009 0.0008 0.0086
Si 0.0044 8.1679 8.192 0.0011 0.0102 -0.0002
Si 2.7115 5.4288 8.1813 -0.0071 0.003 -0.005
Si 5.4216 2.7085 8.1856 0 -0.0124 -0.0014
Si 8.1625 -0.0151 8.1869 -0.0072 0.002 -0.0004
Si 5.4578 8.1607 8.1438 0.009 -0.0228 0.0002
Si 8.1521 5.4456 8.1519 -0.0022 -0.0007 -0.0086
Si 1.3367 4.0573 9.5308 -0.0031 0.0145 -0.0196
Si 4.0565 1.3315 9.5435 0.0112 0.0141 -0.018
Si 1.384 9.5287 9.5328 -0.0127 -0.0184 -0.0167
Si 4.0904 6.8057 9.5109 -0.0021 -0.0041 0.0069
Si 6.7809 4.0892 9.5122 -0.0311 -0.005 -0.0169
Si 9.5415 1.3617 9.5195 -0.014 -0.0198 -0.0139
Si 6.7994 9.4945 9.5401 0.0158 0.0245 -0.015
Si 9.501 6.798 9.5228 0.0116 0.0057 0.0044
Si 0.0279 -0.0001 10.8873 -0.0199 0.0312 0.0095
Si 2.6687 2.6741 10.9014 0.0151 -0.0337 0.0098
Si -0.0264 5.4383 10.8706 -0.0128 -0.0073 -0.0155
Si 2.7477 8.1625 10.8926 0.0077 -0.0038 -0.0178
Si 5.4082 -0.0607 10.8928 0.0244 0.0026 -0.023
Si 8.1285 2.7086 10.8439 0.0009 0.0058 -0.0207
Si 5.4116 5.4314 10.8915 0.0307 -0.0215 -0.0154
Si 8.1486 8.1321 10.9202 -0.0344 0.0151 -0.0079
Si 1.3562 1.3162 12.3385 0.0018 0.0176 -0.0035
Si 4.0298 4.0462 12.2161 0.0051 -0.0158 -0.0018
Si 1.3702 6.7885 12.2047 -0.0084 0.0208 0.0187
Si 4.0762 9.4923 12.3331 0.0006 0.0048 0.0306
Si 6.7808 1.3137 12.1869 -0.0164 -0.0191 -0.0326
Si 9.4569 4.0883 12.1928 -0.0094 -0.0147 0.0021
Si 6.7386 6.7909 12.2891 0.0103 0.0001 0.0025
Si 9.5689 9.5051 12.2115 0.0053 -0.0266 0.0076
Si -0.1256 2.7105 13.5472 0.059 0.0317 -0.0288
Si 2.7488 -0.0494 13.7596 -0.0636 0.0158 0.0033
Si 0.0844 8.1814 13.5796 -0.0137 -0.0037 -0.0392
Si 2.6583 5.3901 13.5831 -0.0273 -0.019 0.0134
Si 5.3726 2.636 13.5197 0.029 0.01 -0.0332
Si 8.1688 -0.0393 13.5172 0.0037 0.0219 -0.0123
Si 5.3938 8.1079 13.7422 0.0115 -0.0355 -0.0476
Si 8.1052 5.4121 13.5991 0.0199 0.0273 -0.0614
Si 1.1298 4.1207 14.8888 -0.0436 0.0313 -0.0782
Si 4.2122 1.2667 15.081 0.0572 -0.0398 0.0142
Si 1.3965 9.4803 15.1382 0.0032 0.0004 -0.0469
Si 3.9741 6.6837 15.051 0.0173 0.0083 -0.0078
Si 6.7327 3.9557 14.8545 0.006 0.0125 0.0309
Si 9.4395 1.3547 14.9304 0.005 -0.069 0.007
Si 6.8724 9.5107 14.9613 -0.0304 0.0208 0.0562
Si 9.5121 6.8415 14.8196 0.0198 -0.0378 -0.0089
Si -0.2213 -0.1106 16.2722 -0.0076 -0.0614 -0.1946
Si 3.1833 2.6284 16.6811 0.0895 -0.0167 -0.1577
Si 0.011 5.6539 16.2352 0.0159 0.0001 -0.1508
Si 2.3826 7.7322 16.4778 -0.0183 0.0287 -0.2062
Si 6.0738 0.4015 16.2221 0.0226 0.0681 -0.196
Si 7.624 2.2326 16.162 -0.0869 -0.0827 -0.1406
Si 5.1695 5.0213 16.208 0.0016 0.0088 -0.2093
Si 8.5684 8.4538 16.1695 0.046 0.0788 -0.1661
Si -10.1568 5.9631 34.3696 0.0145 -0.0085 0.1865
Si -10.7672 11.6147 23.9896 0.0258 -0.0275 -0.1823
Si -2.2206 7.3526 23.3239 0.0632 0.0106 -0.2226
Si -4.4345 -15.5973 24.9295 0.0201 0.007 -0.0627
Si 27.899 29.0255 30.35 -0.0357 -0.0276 0.1727
Si 8.072 18.7026 19.0383 -0.0221 -0.0121 -0.176
Si 10.403 4.3692 19.0778 -0.0334 -0.004 -0.1988
Si 3.2664 2.3954 29.3009 0.0202 0.0245 0.1299
Si 32.2809 -3.6521 25.755 -0.018 0.013 -0.0673
Si 4.0503 4.2048 24.3588 -0.0057 -0.0308 -0.1326
Si -4.7835 9.9657 19.085 0.0161 0.0398 -0.1934
Si 3.8947 7.7365 19.2525 -0.011 0.0078 -0.2354
Si 5.6816 31.1381 28.103 0.0139 -0.0095 0.1102
Si 7.5852 46.7695 19.2349 0.0133 0.0211 -0.1786
Si 4.8225 0.2009 34.3898 -0.0228 0.0062 0.237
Si 30.352 26.969 26.9904 -0.0075 0.0193 0.0981
Si 28.4955 11.8519 21.2473 -0.0272 -0.016 -0.2598
Si 26.4028 26.4947 30.7037 0.0214 0.0265 0.1982
Si 11.3383 33.9711 28.4622 -0.032 -0.0352 0.1005
Si 9.5399 13.1962 26.2197 0.03 -0.0436 -0.0207
Si -19.8897 8.7802 30.4475 -0.0288 -0.0546 0.158
Si 22.2942 -26.5581 31.4705 0.014 -0.0411 0.1882
Si -6.5726 29.9911 25.6915 -0.0156 0.0115 -0.0451
Si 15.2029 -11.0621 30.357 0.05 0.0047 0.1668
Si 4.3615 1.9505 26.5171 -0.0322 -0.0042 -0.0108
Si 25.9059 34.5115 22.5699 0.0503 -0.0515 -0.2152
Si 7.0607 11.2529 26.0737 0.0039 -0.0381 -0.0676
Si -3.2905 29.277 34.4716 -0.0044 -0.0099 0.1805
Si 13.8671 10.9202 24.9208 -0.0239 0.0457 -0.1382
Si 4.9402 -2.7063 33.1784 -0.0459 0.0105 0.2166
Si 1.7199 11.5164 21.4578 -0.0068 -0.0092 -0.2432
Si 10.23 21.0777 30.2054 -0.0464 -0.0316 0.1745
Si 18.1238 14.4155 31.868 -0.0139 -0.0355 0.2063
Si 19.6507 9.6644 32.7835 0.0128 -0.0227 0.2007
Si -8.5516 -2.4724 34.4437 0.0448 -0.0279 0.1655
Si 24.0892 12.8794 34.3366 0.0269 0.0147 0.1697
Si -0.4888 6.843 20.8169 -0.0276 -0.0158 -0.251
Si 22.317 9.2478 27.9396 -0.0217 -0.0283 0.1038
Si -4.9311 16.5949 18.9864 0.003 -0.0015 -0.1839
Si -8.7914 19.2662 21.7393 0.0147 -0.0024 -0.2806
Si 8.2696 21.1671 23.3676 -0.0151 0.0486 -0.2106
Si 22.2561 -0.2417 34.2951 0.0312 0.0228 0.1947
Si 24.3221 4.4467 32.6486 -0.0585 -0.0186 0.1989
Si 12.0381 23.4113 18.6254 0.0254 0.018 -0.2476
Si 18.0947 4.5556 34.8961 -0.0054 -0.015 0.261
Si 8.688 27.2704 30.1525 0.0095 -0.0034 0.1775
Si 2.2408 28.4026 24.4117 0.0169 0.0665 -0.1433
Si -4.338 0.7305 32.3477 0.0207 0.0476 0.1648
O -14.8036 4.0221 -3.7322 -0.0161 -0.0364 -0.1901
O 11.7602 1.3075 -3.0738 -0.0094 0.0064 -0.082
O 8.9326 4.0031 -17.4972 -0.0082 0.0061 0.0816
O 5.8479 4.8768 -1.3761 0.038 -0.0325 -0.1426
O 14.1502 8.0897 -16.4512 -0.0424 0.0262 0.18
O -1.313 -4.2605 -14.9281 -0.0582 0.0052 0.173
O 5.9361 14.7122 -6.1614 -0.0377 0.0074 -0.0841
O 16.7079 12.295 -11.0596 0.016 0.0081 0.013
O -6.959 14.1279 -11.4784 -0.0062 -0.0082 0.0472
O 6.3106 -2.5263 -7.922 0.0088 0.0387 -0.0964
O 9.6004 20.4971 -20.3838 -0.0207 0.0257 0.0623
O -7.8961 19.7848 -1.2791 -0.0257 0.0393 -0.1251
O -0.3752 34.9355 -9.6325 -0.0036 0.0417 -0.0225
O 1.6322 9.6642 -3.4069 -0.0023 0.0038 -0.0782
O 4.0819 12.3282 -0.0327 0.0108 -0.0086 -0.0604
O 30.2136 15.9348 -8.5168 -0.0165 -0.0238 -0.1137
O 3.1014 1.4789 21.3828 0.0338 0.0203 0.0671
O 11.6187 7.8244 21.1259 0.0127 0.008 0.0796
O -11.9628 27.9859 26.7764 0.0077 -0.0221 0.0149
O 16.7238 10.7592 20.4491 -0.0086 0.0334 0.1322
O 13.7782 -2.9012 18.0074 0.0271 0.0129 0.1604
O 22.2284 13.9456 18.9718 -0.0062 0.0087 0.0814
O 6.3025 15.083 19.4417 -0.0318 -0.0189 0.0851
O 15.0518 -6.9702 16.9316 -0.0166 -0.0469 0.0588
O 7.4759 12.8184 31.8066 0.0118 0.0043 -0.0672
O 2.6672 12.8112 18.0647 -0.0557 -0.0363 0.1361
O 8.1549 7.5553 17.4521 -0.0238 -0.0382 0.1512
O 1.804 3.1146 16.0003 -0.0218 0.041 -0.0108
O -5.2396 18.4736 25.0225 0.003 0.0087 0.0015
O -4.9943 0.0643 17.8242 -0.0005 -0.0431 0.1824
O -11.3723 1.9562 24.8764 -0.0175 0.0613 0.0598
O 45.0923 29.1235 31.1493 0.032 0.0652 -0.0775
O 0.2821 8.4607 26.5724 0.0155 0.0074 -0.0163
O 0.8806 21.7079 27.6919 0.0354 0.0127 -0.0608
O 4.4639 6.2151 19.3648 -0.0265 -0.0071 0.0855
O -22.5706 9.2435 28.8834 0.0092 -0.008 -0.0642
O -4.09 -0.7987 27.1804 0.0236 -0.0023 -0.0221
O 30.7969 9.8264 31.1935 0.0275 0.0111 -0.1311
O 10.2587 15.8826 17.5838 -0.0395 -0.0096 0.1323
O 16.926 27.5311 17.3709 0.0556 0.0145 0.1591
O -3.3799 17.1959 23.7139 -0.0475 -0.0392 0.0499
O 3.7752 9.522 24.9193 0.0198 -0.031 0.0235
O 7.4523 -11.2553 33.0972 -0.0035 -0.0065 -0.0339
O 20.7024 10.5469 23.7716 0.0312 -0.0032 0.0707
O -12.8987 25.5638 26.2268 -0.0052 -0.0001 -0.0206
O -16.0965 34.3482 22.2138 -0.0573 0.036 0.1221
O -14.1878 6.6063 30.588 0.0115 0.0103 -0.0496
O 1.7276 2.1905 28.8832 -0.0135 0.01 -0.0359
O 11.2172 0.7575 17.535 0.0242 0.0624 0.1702
O 12.0368 -4.1812 16.7387 0.0069 -0.0436 0.1035
O 8.4592 29.9189 33.2539 0.0336 0.021 -0.0978
O 29.5653 13.6044 17.7159 -0.0012 0.0339 0.146
O 14.4389 23.0201 30.407 -0.026 0.0144 -0.0687
O 11.6072 6.4803 24.8717 -0.0335 -0.0202 0.0419
O 13.9884 7.171 25.6598 0.0065 -0.0231 0.0627
O 25.7329 37.7145 32.1452 0.0556 0.0084 -0.0943
O 8.0871 -2.1181 22.799 -0.0077 -0.0158 0.0666
O 0.683 23.0305 22.5502 -0.0506 0.0196 0.1353
O 29.681 11.2442 22.1333 0.0866 -0.0534 0.144
O 4.0274 25.1566 22.9868 -0.0089 0.0706 0.0901
O 20.8756 10.3002 33.5838 -0.0678 -0.0122 -0.1104
O 23.5223 30.3749 28.828 0.0012 -0.0115 -0.1029
O -3.61 21.4514 24.6207 -0.0497 0.0136 0.1057
O -9.7445 22.4975 19.9558 0.0165 -0.0712 0.1822
O 7.8487 19.2983 35.795 -0.0305 0.0397 -0.1401
O 5.5234 18.8072 31.6988 0.0452 -0.0262 -0.168
O 8.0216 16.8472 34.7604 0.0248 0.0357 -0.0781
O 15.202 13.2143 28.0749 0.0325 -0.0111 -0.0582
O -12.3478 -14.0027 24.6904 0.0301 -0.0013 0.0924
O 16.3069 5.0224 24.5371 0.0279 0.0098 0.0223
O 23.1845 -17.0338 31.5144 -0.0201 0.0064 -0.0774
O 25.1162 22.5508 34.5591 -0.0247 -0.0047 -0.071
O 13.2034 -29.8219 35.7286 -0.0312 0.0049 -0.1413
O 16.8977 7.4962 34.1729 -0.037 0.006 -0.0792
O 26.4298 19.3988 27.2204 -0.0226 -0.012 -0.0056
O 20.4286 23.2134 36.6301 0.0131 0.0001 -0.086
O 3.5224 36.5338 29.902 -0.059 -0.0494 -0.0991
O 2.7733 26.9258 24.1373 -0.0078 -0.0113 0.0266
O -10.5547 10.4113 35.8949 0.0435 -0.0268 -0.1809
O 14.1466 22.5621 26.316 0.0046 0.0033 0.0621
O -1.3035 6.9254 36.9839 -0.0085 0.0295 -0.0745
O 9.4903 7.6159 19.7367 0.0723 -0.0058 0.0993
O 13.5757 24.663 33.0474 0.0337 0.0415 -0.1227
O 3.705 33.5573 23.781 -0.0061 -0.0388 0.1228
O 10.3828 0.8478 29.7159 0.0066 0.0516 -0.0665
O 21.6737 6.1949 32.9902 -0.0304 0.0095 -0.1478
O 16.0012 -2.1616 18.9341 -0.0144 -0.0168 0.0388
O -14.374 12.8419 20.1901 -0.0172 -0.0675 0.1126
O -3.8445 17.6038 19.6326 0.0057 0.0094 0.0835
O 8.5039 4.2424 31.1712 0.0518 0.0358 -0.0901
O -5.2125 10.8869 31.2095 -0.0767 -0.0438 -0.1133
O 2.3963 7.617 23.1331 0.0206 -0.0649 0.1546
O -8.8985 9.9807 21.911 0.0011 0.0094 0.0897
O 0.0642 16.3524 20.1491 0.0312 0.0415 0.101
O 18.1154 5.8178 26.3198 -0.0009 -0.0055 0.0266
O 12.9729 5.1713 34.0103 0.0356 -0.0257 -0.0929
O 7.5963 42.0143 19.2087 0.0113 0.0289 0.0791
O 16.4686 -0.1365 35.7765 -0.0022 -0.024 -0.1658
O 16.4908 -9.5654 33.5202 0.0397 0.0197 -0.0983
O 8.005 3.4168 35.7372 -0.045 0.0719 -0.1623
O -0.6881 16.9409 30.3953 -0.0411 0.008 -0.0964
O 12.2642 10.8516 24.6987 -0.0129 -0.0271 0.0735
O -2.4878 1.183 26.4273 0.0095 0.0174 0.0349
O 15.955 16.9648 29.9378 -0.0045 0.0191 -0.0793
O -6.0891 -0.4072 28.8428 0.0077 0.0063 -0.1007
O 25.1057 20.3565 30.7954 0.0023 0.0072 -0.0446
O 0.7455 9.8241 30.9374 0.0098 0.0196 -0.05
O 14.3107 -3.2139 33.4846 0.0413 -0.0166 -0.0796
O 10.9109 -5.6856 35.6085 0.0142 -0.0169 -0.1499
O 15.6831 -1.1386 33.5113 0.0092 -0.0128 -0.1376
O 4.2028 6.783 36.6823 0.0009 0.0119 -0.088
O 1.1603 7.4143 34.9103 -0.0187 -0.0054 -0.0507

Results
free energy: -161109.915 eV
free energy less fixed offsets of O -570.45, Si -639.56 eV per atom: -6.395 eV

The program warned: the cutoff lies below the one the program advises for these potential files; the forces do not sum to zero within the program's tolerance; empty levels may hold ghost states of the PAW files; the exchange-correlation potential is rough where the density is thin.
